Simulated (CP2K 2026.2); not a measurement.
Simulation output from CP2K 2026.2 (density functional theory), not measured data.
Periodic cell of 504 atoms, Si360O144, from a study of silicon, its oxide and their interface. The atomic structure is a simulated model.
Doubt: the forces sum to 1.83 eV/angstrom along one axis rather than to zero, so they err by at least 0.0036 eV/angstrom per atom on average; the grid cutoff is modest.

Settings
functional: PBE
method: Gaussian and plane waves
basis set: DZVP-MOLOPT-SR-GTH
pseudopotentials: GTH-PBE
grid cutoff: 350 Ry, relative cutoff 50 Ry
k points: Gamma only
occupations: fixed
spin: none
net charge: 0

Cell vectors (angstrom)
a 16.32 0 0
b 0 16.32 0
c 0.9433 6.8499 33.9174

Atoms and the computed forces on them: element, x, y, z (angstrom), force x, y, z (eV/angstrom)
Si 2.595 21.516 33.909 -0.132 0.179 0.796
Si 4.392 1.254 0.005 -0.245 0.052 0.698
Si 1.07 4.36 0.072 0.135 -0.164 0.745
Si 3.786 7.024 0.055 0.062 -0.012 0.72
Si 2.438 16.019 33.781 -0.09 0.248 0.683
Si 3.91 12.493 0.026 0.107 -0.177 0.83
Si 6.506 15.277 0.06 0.162 -0.005 0.838
Si 9.534 1.687 0.087 -0.033 -0.252 0.658
Si 7.164 3.763 0.177 -0.062 0.072 0.74
Si 9.134 7.012 0.06 0.216 -0.035 0.751
Si 7.004 9.337 0.036 -0.151 0.131 0.773
Si 10.677 18.92 33.83 -0.184 0.084 0.729
Si 12.381 14.781 0.457 -0.112 0.137 0.778
Si 14.664 1.661 0.109 0.121 -0.121 0.675
Si 12.548 3.948 0.225 -0.162 0.043 0.672
Si 15.187 6.46 0.39 0.11 0.033 0.644
Si 12.825 16.603 33.829 0.161 -0.115 0.851
Si 15.501 19.354 33.794 0.445 -0.414 0.546
Si 2.752 16.351 1.248 0.006 -0.017 -0.076
Si 5.528 2.688 1.443 -0.015 -0.009 -0.048
Si 2.674 5.464 1.394 0.009 -0.031 -0.058
Si 5.394 8.185 1.317 0.026 -0.012 -0.034
Si 2.662 10.841 1.172 -0.027 0.002 -0.057
Si 5.409 13.68 1.396 -0.026 -0.005 -0.034
Si 8.238 16.356 1.263 -0.027 0.016 -0.058
Si 10.937 2.834 1.521 0.044 0.011 -0.062
Si 8.129 5.451 1.468 0.006 -0.005 -0.047
Si 10.813 8.155 1.277 -0.025 -0.013 -0.055
Si 8.181 10.917 1.304 0.041 -0.019 -0.022
Si 10.799 13.496 1.488 -0.062 -0.065 -0.031
Si 13.61 16.416 1.514 0.022 0.019 -0.037
Si 16.294 2.747 1.395 0.001 -0.002 -0.059
Si 13.669 5.342 1.686 -0.019 0.004 0.006
Si 0.075 8.127 1.434 0.028 0.043 -0.035
Si 13.538 10.84 1.222 -0.013 -0.018 -0.042
Si 16.311 13.53 1.196 -0.054 0.006 -0.022
Si 1.379 1.345 2.654 0.005 0.002 0.012
Si 4.087 4.08 2.691 0 0.007 0.007
Si 1.396 6.8 2.837 -0.011 -0.021 0.038
Si 4.043 9.567 2.647 -0.008 0.002 0.008
Si 1.312 12.175 2.606 0.025 0.031 0.022
Si 4.041 15.015 2.739 0.009 0.021 0.025
Si 6.891 1.329 2.762 0.02 -0.028 0.067
Si 9.549 4.173 2.833 -0.016 -0.016 0.039
Si 6.701 6.801 2.737 0 0.009 0.028
Si 9.501 9.522 2.706 0.006 -0.013 0.024
Si 6.807 12.278 2.668 -0.011 -0.014 -0.021
Si 9.461 14.955 2.722 0.005 0.041 0.012
Si 12.226 1.399 2.862 -0.005 0.004 0.05
Si 15.015 3.981 2.95 0.033 -0.014 0.062
Si 12.202 6.841 2.721 -0.021 0.01 -0.003
Si 14.932 9.526 2.636 0.002 0.004 -0.009
Si 12.249 12.157 2.744 0.046 -0.02 0.043
Si 15.038 14.948 2.673 -0.004 -0.047 0.019
Si 16.367 16.3 4.061 -0.02 0.02 -0.021
Si 2.726 2.711 4.044 -0.006 -0.009 -0.01
Si 16.356 5.436 4.19 -0.012 0.012 -0.008
Si 2.76 8.202 4.103 -0.011 -0.009 -0.011
Si 16.288 10.873 4.027 0.014 -0.017 -0.004
Si 2.671 13.575 4.008 -0.015 0.012 -0.028
Si 5.46 16.32 4.099 0.029 -0.011 -0.043
Si 8.192 2.739 4.124 -0.028 -0.004 -0.02
Si 5.394 5.434 4.108 0.009 0.019 -0.006
Si 8.114 8.168 4.06 0.025 0.008 -0.029
Si 5.425 10.911 4.016 -0.024 -0.008 -0.015
Si 8.124 13.608 4.091 0.022 -0.017 -0.002
Si 10.844 16.297 4.108 0.001 0.017 -0.027
Si 13.602 2.678 4.25 0.006 0.006 0.003
Si 10.897 5.516 4.163 0.009 -0.014 0
Si 13.588 8.189 4.054 0.023 -0.006 -0.002
Si 10.878 10.834 4.106 -0.003 -0.018 -0.021
Si 13.627 13.593 4.032 -0.034 0.012 -0.025
Si 1.336 14.944 16.308 0 0.025 0.015
Si 4.064 17.662 16.313 -0.012 -0.013 0.003
Si 1.355 4.065 16.315 0.005 0.009 0.009
Si 4.092 6.813 16.325 -0.002 -0.007 0.006
Si 1.369 9.523 16.321 -0.015 0.012 0.003
Si 4.106 12.207 16.289 0.01 -0.014 -0.014
Si 6.806 14.939 16.308 -0.006 -0.008 0.004
Si 9.529 17.673 16.3 0 0.002 0.002
Si 6.812 4.089 16.31 0.01 -0.009 0.009
Si 9.521 6.846 16.3 -0.01 0.008 -0.011
Si 6.809 9.521 16.345 0.013 0.002 0.007
Si 9.493 12.227 16.334 -0.02 0.003 0.012
Si 12.23 14.958 16.33 0.013 0.001 0.01
Si 14.97 17.69 16.27 -0.007 0.007 -0.002
Si 12.263 4.118 16.272 0.013 0.008 -0.004
Si 14.947 6.783 16.301 -0.009 -0.005 -0.006
Si 12.227 9.537 16.332 -0.001 0.004 0.005
Si 14.954 12.237 16.336 -0.009 -0.012 -0.01
Si 2.694 16.29 17.665 0.021 -0.011 0.035
Si 5.459 19.011 17.642 0.006 0.02 0.004
Si 2.739 5.424 17.649 -0.016 0.012 0.003
Si 5.428 8.187 17.713 0.004 -0.017 -0.002
Si 2.777 10.856 17.672 0.027 -0.018 0.001
Si 5.468 13.541 17.649 0.017 0.014 0.023
Si 8.169 16.3 17.66 0.017 -0.003 -0.008
Si 10.913 19.071 17.589 0.007 -0.012 0.01
Si 8.132 5.526 17.643 -0.005 -0.003 0.01
Si 10.9 8.153 17.699 -0.019 0.01 0.003
Si 8.184 10.842 17.737 -0.02 -0.006 0.033
Si 10.823 13.616 17.68 0.014 0.009 -0.012
Si 13.645 16.324 17.632 -0.021 -0.004 0.023
Si 16.293 19.033 17.671 0.019 -0.024 0.031
Si 13.588 5.455 17.699 -0.02 0.007 0.015
Si 16.293 8.155 17.63 0.018 -0.013 0.037
Si 13.552 10.923 17.7 0.021 -0.005 0.007
Si 16.31 13.593 17.699 -0.045 -0.003 0.035
Si 1.306 17.639 19.023 -0.028 -0.015 -0.035
Si 4.122 4.058 18.99 -0.001 0.018 -0.014
Si 1.36 6.803 18.962 0 -0.004 -0.034
Si 4.083 9.518 19.128 0 -0.005 0.01
Si 1.433 12.231 18.985 0.001 0.052 -0.028
Si 4.08 14.882 18.966 -0.012 -0.006 -0.034
Si 6.806 17.639 19.004 -0.031 0.015 -0.005
Si 9.567 4.172 18.877 0.012 0.02 -0.052
Si 6.775 6.848 19.086 0.015 -0.015 -0.013
Si 9.581 9.484 19.108 -0.019 0.026 -0.034
Si 6.793 12.194 19.077 -0.008 -0.001 -0.028
Si 9.486 14.963 19.08 -0.004 -0.008 0.024
Si 12.294 17.722 18.932 0.018 0.028 -0.011
Si 14.936 4.079 19.043 0.023 -0.025 0.003
Si 12.243 6.815 19.102 0.027 -0.015 0.004
Si 14.9 9.491 18.983 -0.05 -0.004 -0.046
Si 12.17 12.31 19.065 0.003 -0.008 -0.012
Si 14.927 14.958 19.066 0.003 0.004 -0.031
Si 16.335 16.241 20.456 0.04 0.002 0.044
Si 2.741 18.994 20.282 0.008 -0.014 0.031
Si 16.326 5.456 20.326 0.018 0.029 0.039
Si 2.662 8.134 20.411 -0.011 -0.01 0.044
Si 16.346 10.862 20.202 0.015 -0.009 0.042
Si 2.773 13.533 20.412 0.052 0.014 0.068
Si 5.45 16.208 20.321 0.016 -0.031 0.008
Si 8.182 19.153 20.147 -0.028 0.011 0.001
Si 5.394 5.453 20.419 -0.025 0.017 0.029
Si 8.194 8.152 20.479 0.007 -0.015 0.033
Si 5.436 10.868 20.532 0.011 0.024 0.053
Si 8.142 13.563 20.457 0.005 -0.019 0.058
Si 10.885 16.437 20.276 0.008 -0.033 0.038
Si 13.611 19.016 20.412 -0.036 -0.026 0.036
Si 10.882 5.411 20.404 0.004 -0.016 0.075
Si 13.573 8.184 20.488 0.004 0.033 0.063
Si 10.912 10.896 20.475 -0.003 -0.024 0.038
Si 13.418 13.755 20.451 -0.041 0.084 0.024
Si 1.689 15.118 21.735 -0.285 -0.102 -0.725
Si 3.871 17.378 21.544 0.058 0.101 -0.802
Si 1.575 20.553 21.549 -0.18 -0.088 -0.804
Si 3.732 6.501 21.737 0.207 0.231 -0.774
Si 1.025 9.298 21.64 0.173 0.024 -0.77
Si 4.242 12.408 21.899 -0.135 -0.231 -0.732
Si 6.482 14.617 21.739 0.078 0.117 -0.807
Si 9.727 18.066 21.456 0.067 -0.006 -0.714
Si 7.038 20.582 21.569 -0.206 -0.048 -0.777
Si 9.277 6.476 21.748 0.203 0.235 -0.712
Si 7.109 9.783 21.783 -0.16 -0.169 -0.807
Si 9.336 12.021 21.788 0.156 0.217 -0.738
Si 12.306 15.473 21.852 -0.161 -0.382 -0.668
Si 14.77 17.425 21.723 0.148 0.218 -0.799
Si 12.003 20.136 21.726 0.2 0.118 -0.751
Si 15.21 7.019 21.683 -0.146 -0.147 -0.792
Si 12.608 9.929 21.82 -0.413 -0.464 -0.61
Si 14.826 12.162 21.351 0.058 0.207 -0.754
Si 13.953 17.775 28.506 0.059 0.081 0.061
Si 16.511 16.243 28.312 0.067 -0.112 0.046
Si 2.003 20.934 27.528 0.024 0.048 -0.001
Si 10.196 12.556 24.787 -0.007 -0.008 -0.168
Si 6.855 8.839 24.745 0.057 0.012 -0.11
Si 13.264 21.929 31.531 -0.041 0.063 -0.049
Si 7.967 16.544 23.657 0.014 0.033 -0.048
Si 14.469 9.314 26.844 0.08 0.067 -0.04
Si 10.645 6.132 27.19 0.061 -0.093 -0.105
Si 11.154 16.825 27.354 -0.107 -0.032 -0.113
Si 0.865 14.724 24.662 -0.058 -0.034 0.021
Si 16.905 11.03 26.116 -0.056 -0.051 0.04
Si 10.697 15.502 24.691 0.024 0.07 -0.22
Si 8.367 18.19 27.178 0.009 0.06 0.08
Si 13.157 12.054 31.297 0.068 0 0.144
Si 7.259 15.54 27.628 0.031 -0.093 0.06
Si 15.796 7.374 31.17 -0.08 0.12 -0.011
Si 10.329 12.708 31.059 -0.099 -0.032 0.129
Si 1.411 13.598 27.348 -0.016 0.002 0.001
Si 8.191 12.851 26.916 0.069 0.045 -0.035
Si 6.268 19.98 28.076 0.029 -0.001 -0.05
Si 3.073 14.193 29.817 -0.003 0.096 -0.012
Si 14.439 14.714 32.03 -0.03 -0.006 0.055
Si 15.111 12.78 24.232 -0.141 0.069 0.1
Si 3.977 19.231 26.119 -0.103 -0.079 0.057
Si 3.502 9.456 31.84 0.131 0.028 0.092
Si 1.455 17.554 25.805 0.051 -0.072 -0.085
Si 13.863 9.541 29.895 -0.052 -0.174 0.106
Si 0.923 15.691 31.079 0.077 0.03 0.163
Si 6.701 18.049 31.712 0.054 0.011 0.128
Si 3.137 7.136 27.308 0.058 0.081 0.032
Si 15.412 20.314 28.158 -0.157 0.022 0.103
Si 14.612 19.415 30.849 0.121 0.052 0.154
Si 6.59 10.314 27.327 -0.021 -0.147 0.013
Si 4.125 21.536 29.21 0.025 -0.047 0.074
Si 7.046 8.499 29.528 0.074 0.071 -0.022
Si 8.402 20.833 26.255 0.053 0.084 0.016
Si 11.53 7.891 31.142 0.097 0.03 0.029
Si 9.241 6.908 24.728 0.064 -0.151 -0.084
Si 9.733 14.534 28.78 -0.055 -0.024 0.013
Si 5.762 18.653 23.72 0.056 -0.109 -0.12
Si 2.255 6.655 31.258 0.018 -0.119 -0.115
Si 7.659 11.12 31.14 0.038 0.018 0.096
Si 13.679 6.222 26.773 0.038 0.065 -0.08
Si 5.526 13.226 31.1 -0.008 0.08 0.054
Si 8.801 20.353 31.699 0.085 -0.032 0.063
Si 5.436 15.903 29.889 -0.057 -0.023 0.099
Si 9.226 6.542 29.909 0.104 -0.165 0.129
Si 13.937 5.107 23.863 0.005 -0.017 -0.232
Si 12.704 10.925 24.691 0.201 -0.014 -0.176
Si 2.76 10.54 23.966 -0.067 0.152 -0.024
Si 4.232 7.875 24.552 -0.137 0 -0.064
Si 4.328 9.296 28.99 0.019 -0.02 -0.041
Si 16.169 19.218 23.83 -0.021 -0.064 -0.142
Si 1.374 14.937 5.428 0.008 -0.017 -0.002
Si 4.091 1.372 5.429 0.004 0.004 -0.004
Si 1.406 4.057 5.48 0.006 -0.006 -0.007
Si 4.08 6.819 5.471 -0.006 -0.007 0.001
Si 1.342 9.537 5.417 -0.015 0.005 -0.009
Si 4.059 12.252 5.39 0.002 0.019 -0.004
Si 6.779 14.948 5.468 -0.012 0.012 0.01
Si 9.522 1.359 5.479 -0.004 0.001 -0.007
Si 6.788 4.084 5.451 0.012 -0.001 -0.006
Si 9.485 6.843 5.468 -0.002 0.017 -0.005
Si 6.773 9.548 5.409 -0.009 -0.022 -0.007
Si 9.517 12.24 5.422 -0.006 0.015 -0.004
Si 12.249 14.936 5.417 0.027 -0.01 -0.006
Si 15 1.295 5.492 -0.02 -0.02 0.007
Si 12.243 4.115 5.51 0.006 0.007 0.004
Si 14.944 6.824 5.448 -0.02 -0.003 -0.002
Si 12.244 9.51 5.466 -0.004 -0.005 -0.001
Si 14.965 12.242 5.417 -0.004 -0.005 -0.016
Si 2.734 16.311 6.782 0.006 -0.012 -0.007
Si 5.434 2.725 6.81 -0.002 0.011 -0.005
Si 2.734 5.445 6.829 0.003 0.007 0.006
Si 5.45 8.18 6.804 -0.004 -0.018 0.003
Si 2.711 10.893 6.772 -0.006 -0.003 -0.003
Si 5.409 13.587 6.798 0.006 0.01 0.004
Si 8.148 16.317 6.815 0 0 -0.002
Si 10.879 2.726 6.833 0.005 -0.001 -0.003
Si 8.146 5.449 6.811 -0.006 -0.001 -0.004
Si 10.87 8.173 6.825 0.01 -0.011 0.004
Si 8.145 10.89 6.781 0.003 -0.001 -0.003
Si 10.882 13.591 6.787 0.009 0.003 0
Si 13.601 16.278 6.816 0.017 -0.006 0.004
Si 16.344 2.7 6.822 0.003 -0.002 -0.008
Si 13.61 5.469 6.841 -0.012 0.004 0.004
Si 16.316 8.179 6.796 0.002 -0.004 0.003
Si 13.608 10.89 6.794 -0.004 0.006 0
Si 16.321 13.594 6.789 -0.018 0.014 0.006
Si 1.381 17.66 8.167 -0.005 0.008 0.001
Si 4.092 4.085 8.179 0.012 0.004 0.005
Si 1.353 6.809 8.159 -0.017 -0.021 -0.004
Si 4.068 9.532 8.144 -0.004 -0.005 0.001
Si 1.361 12.242 8.151 0.013 0.008 0.009
Si 4.075 14.959 8.163 0.004 -0.003 0.01
Si 6.792 17.681 8.169 -0.001 -0.005 0
Si 9.507 4.087 8.174 -0.006 -0.008 -0.001
Si 6.797 6.813 8.169 0.012 0.011 0.006
Si 9.507 9.541 8.16 0.012 -0.001 0.003
Si 6.787 12.239 8.151 -0.012 0.001 0.002
Si 9.524 14.957 8.152 -0.001 0.009 -0.003
Si 12.25 17.672 8.164 0.011 0.012 -0.005
Si 14.976 4.079 8.165 -0.003 0.008 -0.004
Si 12.23 6.814 8.185 0.001 -0.016 0.008
Si 14.962 9.535 8.161 0.004 -0.006 0.003
Si 12.242 12.24 8.154 0.002 0.005 0.006
Si 14.964 14.933 8.171 -0.024 -0.017 0.014
Si 16.325 16.307 9.517 -0.005 -0.002 0.002
Si 2.73 2.714 9.524 0.004 0.005 -0.001
Si 16.325 5.446 9.525 0.003 -0.001 0.003
Si 2.717 8.168 9.514 -0.004 0.002 0
Si 16.325 10.885 9.521 -0.006 -0.006 0.005
Si 2.713 13.599 9.518 -0.006 0.005 0.001
Si 5.439 16.316 9.523 0.002 0.006 0.001
Si 8.151 2.722 9.529 -0.008 0.002 -0.001
Si 5.445 5.448 9.532 -0.005 -0.012 0.004
Si 8.16 8.17 9.521 0 -0.019 -0.002
Si 5.43 10.88 9.513 0.007 -0.003 0.001
Si 8.155 13.601 9.507 0.011 -0.003 0.004
Si 10.88 16.317 9.519 -0.004 -0.007 -0.003
Si 13.608 2.72 9.519 0.001 -0.005 0.004
Si 10.874 5.443 9.531 0.012 0.003 0.006
Si 13.601 8.178 9.525 -0.011 0.004 0.005
Si 10.879 10.889 9.515 -0.004 0.016 0.002
Si 13.599 13.587 9.529 0.009 0.002 0.004
Si 1.357 14.953 10.885 -0.001 -0.003 0.001
Si 4.086 17.677 10.886 0 -0.007 0.002
Si 1.369 4.081 10.874 -0.006 -0.005 0.001
Si 4.075 6.805 10.878 0.006 -0.007 -0.001
Si 1.361 9.522 10.883 0.002 -0.006 -0.003
Si 4.076 12.239 10.876 -0.006 0.01 -0.001
Si 6.801 14.957 10.879 -0.003 0.012 0.003
Si 9.517 17.677 10.88 0.005 0.007 0.001
Si 6.799 4.084 10.892 0.007 0.01 0.004
Si 9.517 6.809 10.883 -0.001 -0.001 0.001
Si 6.792 9.523 10.874 0.003 0.002 0.001
Si 9.52 12.249 10.869 -0.003 -0.009 -0.004
Si 12.239 14.957 10.879 0.011 -0.002 0.002
Si 14.966 17.673 10.872 0.007 0.009 -0.004
Si 12.243 4.082 10.878 -0.01 -0.009 -0.006
Si 14.961 6.81 10.878 -0.006 -0.008 -0.005
Si 12.238 9.534 10.881 0.002 -0.001 0
Si 14.96 12.233 10.888 -0.014 0.004 0.007
Si 2.726 16.31 12.236 -0.005 0.009 -0.001
Si 5.439 2.721 12.249 0.002 -0.002 -0.003
Si 2.72 5.441 12.24 -0.002 -0.003 -0.002
Si 5.44 8.158 12.236 -0.01 -0.006 -0.001
Si 2.722 10.879 12.243 0.003 -0.001 -0.002
Si 5.436 13.596 12.235 0.003 -0.017 -0.001
Si 8.159 16.317 12.244 0.001 -0.005 -0.002
Si 10.88 2.722 12.233 0.005 -0.001 0.002
Si 8.161 5.447 12.243 -0.004 -0.005 -0.002
Si 10.876 8.175 12.235 0.005 -0.005 -0.001
Si 8.159 10.887 12.219 0.012 0.01 -0.006
Si 10.881 13.597 12.239 -0.007 0.009 -0.007
Si 13.601 16.319 12.233 -0.002 0.002 -0.002
Si 16.329 2.715 12.223 -0.007 0.006 -0.008
Si 13.598 5.452 12.234 0.007 -0.002 0.003
Si 16.32 8.163 12.245 -0.003 0.002 0
Si 13.599 10.88 12.253 0 0.001 0.001
Si 16.315 13.597 12.245 0.002 0.001 0
Si 1.367 17.675 13.582 0.006 -0.006 -0.008
Si 4.077 4.083 13.605 -0.004 0.008 0.007
Si 1.36 6.798 13.602 0.001 -0.003 0.005
Si 4.085 9.513 13.597 0.007 -0.001 -0.003
Si 1.358 12.237 13.601 -0.01 -0.004 -0.004
Si 4.077 14.947 13.602 -0.005 0.015 0.002
Si 6.797 17.677 13.606 0.002 0.008 0.005
Si 9.525 4.086 13.594 0.009 -0.004 -0.003
Si 6.802 6.806 13.601 0.013 -0.015 0.001
Si 9.513 9.539 13.588 -0.028 0.016 -0.011
Si 6.802 12.234 13.584 -0.001 -0.001 -0.012
Si 9.522 14.952 13.599 0.013 -0.006 0.003
Si 12.241 17.683 13.588 -0.006 0.003 0.001
Si 14.971 4.083 13.57 0 -0.01 -0.011
Si 12.237 6.821 13.59 -0.013 0.004 -0.003
Si 14.962 9.52 13.611 0.002 -0.009 0.001
Si 12.234 12.24 13.61 0.015 -0.003 0.001
Si 14.95 14.956 13.6 -0.008 0.004 -0.004
Si 16.327 16.317 14.934 -0.002 0.006 -0.002
Si 2.715 19.03 14.952 -0.01 -0.002 0.005
Si 16.317 5.427 14.95 -0.006 -0.013 0.001
Si 2.722 8.159 14.959 0.007 -0.01 0.005
Si 16.322 10.884 14.97 -0.005 0.01 0
Si 2.718 13.584 14.965 -0.006 -0.014 0.003
Si 5.436 16.306 14.961 0.005 0.004 0.005
Si 8.167 19.043 14.952 0.004 0.006 0.003
Si 5.442 5.446 14.959 0.002 0.005 0.002
Si 8.155 8.187 14.948 0.009 0 -0.006
Si 5.465 10.86 14.944 0.004 0.019 -0.012
Si 8.158 13.585 14.949 -0.007 -0.007 -0.008
Si 10.889 16.314 14.947 -0.002 0.01 0.003
Si 13.609 19.056 14.925 0.007 0.006 -0.004
Si 10.874 5.467 14.943 -0.007 -0.01 0.004
Si 13.59 8.17 14.968 0.01 0.007 0.002
Si 10.864 10.884 14.967 -0.008 -0.009 -0.005
Si 13.594 13.598 14.971 -0.001 0 0.004
O 14.579 6.315 23.005 -0.084 0.298 0.127
O 1.369 14.398 23.164 0.094 -0.555 0.028
O 12.643 22.151 33.001 -0.456 0.045 -0.171
O 15.445 17.979 23.093 -0.074 -0.112 0.224
O 1.93 22.026 32.519 -0.488 -0.038 -0.202
O 15.484 19.012 32.172 0.369 -0.408 -0.323
O 5.541 20.728 29.352 0.371 -0.123 0.343
O 4.073 13.077 30.408 -0.161 -0.55 -0.002
O 3.878 9.403 24.17 0.597 -0.022 -0.097
O 16.919 18.761 25.168 0.144 0.458 0.529
O 2.744 16.323 22.08 -0.064 0.153 0.214
O 9.849 6.912 23.223 0.25 0.082 0.231
O 12.337 9.922 23.44 -0.333 -0.383 0.293
O 14.001 18.117 30.097 -0.132 -0.275 0.354
O 7.485 9.608 30.623 0.095 -0.355 0.098
O 13.456 5.673 25.277 -0.407 0.259 -0.093
O 14.493 9.628 33.58 -0.053 -0.075 -0.358
O 10.838 19.056 22.177 -0.098 -0.051 0.477
O 10.482 13.069 32.623 0.392 -0.367 0.093
O 10.74 13.998 25.265 0.189 0.104 0.541
O 17.173 12.29 33.531 -0.101 0.108 -0.551
O 10.053 19.684 32.513 0.258 0.043 -0.336
O 11.77 17.78 33.346 0.109 0.002 -0.583
O 8.003 21.35 32.675 -0.087 0.086 -0.32
O 7.313 14.209 26.711 -0.544 0.177 -0.465
O 6.535 19.776 22.874 -0.058 -0.041 0.472
O 11.462 8.262 32.723 0.278 -0.057 0.093
O 6.814 17.531 24.231 -0.176 0.035 0.633
O 3.247 7.394 25.727 -0.252 -0.046 -0.285
O 14.28 7.718 26.692 0.029 -0.225 0.058
O 12.386 9.037 30.379 -0.108 0.097 -0.324
O 12.983 11.65 32.858 -0.264 0.244 -0.013
O 4.852 9.025 32.648 0.191 0.37 -0.229
O 9.283 9.582 33.578 -0.276 0.11 -0.325
O 3.828 15.645 29.898 -0.403 0.492 0.163
O 7.407 16.892 32.592 0.004 -0.187 -0.361
O 12.676 20.784 23.069 -0.069 0.244 0.324
O 8.777 17.378 22.556 0.029 0.205 0.058
O 7.066 21.095 27.169 -0.311 0.621 -0.125
O 5.925 17.325 30.482 -0.018 0.24 -0.292
O 13.535 10.068 25.763 0.111 -0.25 0.192
O 16.659 14.677 27.91 -0.357 -0.251 -0.056
O 13.325 20.361 31.175 -0.441 -0.318 0.053
O 12.226 6.091 27.477 0.104 -0.216 0.419
O 16.893 20.236 27.543 0.147 -0.221 -0.139
O 1.609 10.031 22.959 -0.287 0.096 0.263
O 9.996 12.58 23.174 0.176 0.3 -0.179
O 14.527 19.048 27.673 -0.003 -0.057 -0.66
O 7.463 11.2 32.734 -0.559 0.297 -0.077
O 13.727 13.565 31.152 -0.189 0.21 -0.568
O 4.331 6.204 27.92 0.734 0.182 -0.423
O 7.701 7.059 29.808 -0.325 -0.447 0.164
O 5.835 15.762 28.33 -0.555 -0.071 -0.476
O 3.043 17.907 25.915 0.124 -0.388 0.134
O 15.055 14.009 33.325 -0.429 0.194 0.156
O 2.649 5.334 22.082 0.063 -0.144 0.331
O 6.646 10.1 25.729 0.093 0.577 -0.344
O 9.283 21.323 30.467 0.048 -0.21 -0.407
O 5.38 13.101 32.701 0.345 -0.499 0.084
O 5.028 19.196 27.36 -0.202 -0.202 0.355
O 5.449 8.262 29.548 -0.236 -0.522 0.207
O 5.361 13.55 22.309 0.165 -0.042 0.331
O 14.773 22.476 31.407 0.287 -0.25 -0.144
O 7.196 15.268 23.042 -0.113 -0.045 0.624
O 2.621 8.121 31.794 -0.384 -0.002 0.223
O 3.518 11.81 23.259 0.091 0.294 0.224
O 11.455 15.433 23.255 -0.232 -0.19 0.058
O 5.728 7.755 25.144 0.109 -0.523 0.443
O 0.96 19.845 22.86 0.315 -0.197 0.425
O 1.608 16.38 32.395 -0.35 0.605 -0.172
O 7.258 11.746 27.613 -0.244 0.149 0.503
O 6.57 9.214 23.201 -0.209 -0.22 0.234
O 9.138 15.965 24.611 -0.237 -0.128 0.26
O 12.257 6.51 30.659 -0.181 -0.102 -0.526
O 9.118 11.689 30.757 0.08 -0.316 -0.164
O 13.559 12.302 24.372 -0.255 0.413 -0.139
O 1.797 6.234 27.489 -0.755 0.21 -0.223
O 13.868 10.942 21.816 0.157 0.023 -0.184
O 0.944 17.216 27.283 -0.018 0.472 0.401
O 2.706 10.606 32.643 -0.172 -0.059 -0.33
O 4.184 7.004 23.207 0.331 -0.202 0.335
O 2.708 13.741 28.303 0.504 -0.255 -0.163
O 2.029 10.749 25.409 0.376 -0.046 0.45
O 15.501 12.81 22.673 0.482 0.428 -0.202
O 17.16 6.833 30.462 0.06 -0.2 -0.827
O 8.392 5.54 25.006 -0.35 -0.056 -0.278
O 15.616 14.235 24.793 -0.345 0.414 0.151
O 3.626 14.953 33.375 0.191 0.039 -0.28
O 7.809 19.146 31.242 0.144 -0.113 -0.523
O 13.923 9.734 28.302 -0.188 0.168 0.022
O 8.216 10.909 22.21 -0.09 0.036 0.394
O 8.776 12.293 25.517 -0.222 -0.317 -0.104
O 16.039 9.753 26.656 0.328 -0.397 0.054
O 16.276 8.168 22.176 -0.078 -0.029 0.473
O 14.92 16.507 28.281 -0.395 -0.472 -0.045
O 13.602 16.393 22.216 0.293 -0.165 0.363
O 7.468 18.893 28.366 0.118 -0.078 0.505
O 10.898 15.429 28.13 0.426 -0.124 0.222
O 5.579 18.789 32.603 -0.085 0.11 -0.395
O 9.89 17.824 27.592 -0.008 0.226 0.205
O 14.479 20.606 33.861 -0.091 0.149 -0.237
O 11.704 12.006 30.598 0.016 -0.302 -0.458
O 2.911 20.451 26.266 0.059 0.184 -0.303
O 15.679 15.382 31.274 -0.297 0.324 -0.159
O 12.471 17.489 27.981 -0.044 0.009 0.047
O 15.991 11.668 24.965 0.057 -0.252 -0.331
O 13.395 15.866 32.484 -0.116 0.066 -0.593
O 7.415 9.117 28.063 0.421 -0.115 -0.251
O 1.738 14.326 30.727 -0.207 -0.458 0.139
O 0.829 12.079 27.341 0.019 -0.287 0.476
O 1.115 16.293 24.863 -0.035 0.338 -0.482
O 11.386 16.499 25.773 0.411 0.388 -0.12
O 8.378 19.239 25.925 -0.037 -0.088 -0.365
O 10.129 14.097 30.268 -0.187 0.535 0.279
O 4.971 19.438 24.873 -0.002 0.527 -0.096
O 14.706 21.672 27.659 0.21 0.044 0.026
O 15.538 20.212 29.775 0.402 0.172 -0.05
O 16.21 7.943 32.63 0.397 0.123 0.128
O 3.552 22.391 30.467 0.429 0.051 0.001
O 7.606 16.837 26.746 -0.064 0.022 -0.63
O 6.401 6.952 33.421 -0.094 -0.094 -0.508
O 6.111 14.7 30.751 0.662 0.198 0.342
O 4.606 17.955 22.855 0.062 0.048 0.342
O 9.435 13.207 27.896 0.554 -0.55 0.037
O 2.878 20.545 28.847 -0.238 -0.675 0.261
O 3.748 10.002 30.329 -0.237 0.607 -0.048
O 8.319 8.214 24.903 0.332 0.287 0.35
O 11.266 11.431 25.231 -0.28 -0.239 0.494
O 14.125 10.99 30.568 0.417 0.273 -0.072
O 8.367 15.408 28.81 -0.082 0.508 0.669
O 10.417 7.003 25.836 0.264 0.488 0.099
O 9.013 15.024 33.513 -0.104 -0.177 -0.59
O 3.749 20.445 33.456 -0.098 -0.018 -0.289
O 15.055 20.317 24.171 -0.127 0.104 0.329
O 1.741 13.949 25.792 0.481 0.015 -0.328
O 6.5 12.076 30.538 -0.132 -0.036 -0.592
O 9.852 21.045 26.983 0.183 -0.479 0.009
O 5.079 10.304 27.954 -0.248 0.532 -0.045
O 8.116 5.375 22.08 -0.161 0.129 0.178
O 15.042 8.509 30.305 0.167 -0.063 -0.315
O 3.152 8.509 28.182 -0.322 0.13 -0.079
O 0.904 16.597 29.735 0.34 0.641 0.004
O 9.968 7.653 30.826 -0.477 0.427 0.174
O 9.927 6.753 28.479 -0.075 0.534 -0.015

Results
total energy: -101654.062 eV
total energy less fixed offsets of O -438.35, Si -107.03 eV per atom: -0.862 eV
